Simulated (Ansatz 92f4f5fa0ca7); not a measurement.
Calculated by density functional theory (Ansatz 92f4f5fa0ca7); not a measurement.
Periodic cell of 228 atoms, Si140O88, from a study of silicon, its oxide and their interface. The atomic structure is a simulated model.
This geometry differs little from another in the collection (a relaxation step or a small displacement).

Settings
functional: r2SCAN
potential files: Ansatz PAW
basis: plane waves
wave-function cutoff: 800 eV
density cutoff ratio: 5
exchange-correlation grid ratio: 1
k mesh: 1 x 1 x 1, shifted by 0.5 0.5 0 of a step
self-consistency stop: 1e-10 eV per atom in the density residual
occupations: fixed
spin: none
net charge: 0

Cell vectors (angstrom)
a  10.888  0  0
b  0  10.888  0
c  0  0  33.6505

Atoms and the computed forces on them: element, x, y, z (angstrom), force x, y, z (eV/angstrom)
Si  -0.2491  0.3045  0.0421  0.0093  -0.0017  -0.0685
Si  3.0059  2.4738  0.0613  -0.0056  0.0083  -0.0599
Si  -0.2569  5.5854  -0.0422  0.0058  -0.0081  -0.0557
Si  2.9152  7.8467  -0.0142  -0.0092  0.0087  -0.0707
Si  5.0844  0.1163  0.0962  0.0039  -0.0118  -0.0532
Si  8.3895  2.5235  0.1736  -0.0013  0.0081  -0.0516
Si  5.1352  5.6281  0.223  0.0045  -0.0086  -0.0535
Si  8.5241  7.9084  0.1171  -0.0076  0.0124  -0.0503
Si  1.3655  1.3823  1.3699  -0.0004  -0.0004  0.0039
Si  4.0422  4.0329  1.5023  -0.0005  -0.0011  0.0036
Si  1.3327  6.7236  1.3099  0.0001  0.0006  0.0045
Si  3.9454  9.4751  1.4056  -0.0005  -0.0017  0.0038
Si  6.7422  1.3081  1.3232  -0.0004  -0.0002  0.0046
Si  9.5526  4.0814  1.439  0.0004  0.0011  0.0028
Si  6.8226  6.8127  1.3555  0  -0.0001  0.0029
Si  9.6447  9.4987  1.3886  0.0001  0.0022  0.0019
Si  0.0516  2.7497  2.7721  0.0002  0.0006  -0.0025
Si  2.6377  -0.036  2.7675  -0.0006  -0.0001  -0.0019
Si  0.0802  8.1425  2.7498  0.0009  -0.0003  -0.0008
Si  2.6454  5.3989  2.7747  -0.0009  -0.0003  -0.0024
Si  5.47  2.6867  2.7729  0.0011  -0.0005  -0.0019
Si  8.1591  -0.0422  2.6827  -0.0012  -0.0007  -0.0019
Si  5.4464  8.186  2.7114  0.0012  0.0012  0.0002
Si  8.1401  5.4307  2.7512  -0.0012  -0.0004  -0.0007
Si  1.3436  4.0796  4.1806  0.0001  0.0006  -0.0004
Si  4.0611  1.3297  4.0825  -0.0001  -0.0001  -0.0006
Si  1.3574  9.5018  4.1619  0.0002  -0.0002  -0.0004
Si  4.0827  6.7905  4.0535  0.0001  0.0003  -0.0001
Si  6.8147  4.0627  4.1235  -0.0003  0.0003  0.0011
Si  9.5252  1.3481  4.0465  0.0003  0.0004  0.0007
Si  6.8022  9.5272  4.0874  0.0002  0.0003  -0.0002
Si  9.5269  6.8078  4.0737  0.0001  0.0002  -0.0004
Si  -0.0257  -0.0019  5.4558  -0.0001  0.0008  -0.0006
Si  2.7302  2.7024  5.4713  0.0001  0.0005  -0.001
Si  -0.0254  5.457  5.4774  0.0001  0.0006  -0.0007
Si  2.7605  8.1539  5.4617  -0.0003  0  -0.0004
Si  5.4405  -0.0033  5.4459  0.0004  0.0007  0
Si  8.194  2.7104  5.4495  -0.0003  0  0
Si  5.4362  5.4407  5.4438  0.0002  0.0008  0.0004
Si  8.164  8.1652  5.4423  0.0003  0.0007  0.0003
Si  1.3525  1.3538  6.8196  0  0.0006  0.0006
Si  4.0846  4.0826  6.8075  0.0002  0.0008  0.0002
Si  1.3708  6.8101  6.8011  -0.0001  0.0007  0
Si  4.1024  9.5247  6.8234  -0.0002  0.001  0.0003
Si  6.8051  1.3665  6.7893  0.0003  0.0011  -0.0003
Si  9.5246  4.0831  6.8309  0.0001  0.0007  0.0005
Si  6.8037  6.8055  6.8076  0  0.0006  0.0003
Si  9.5106  9.5328  6.8104  0  0.0004  0.0003
Si  0.0081  2.7316  8.1838  0.0005  0.0008  0.0001
Si  2.7306  0.0018  8.171  0  0.001  0.0002
Si  0.0129  8.1774  8.1437  0.0002  0.0008  0.0003
Si  2.7255  5.4503  8.1565  0.0007  0.0005  0.0003
Si  5.4595  2.736  8.1488  0  0.0011  0.0003
Si  8.1557  0.0161  8.1557  0.0002  0.0006  0.0005
Si  5.4609  8.1765  8.1838  0.0007  0.0004  0.0002
Si  8.1674  5.453  8.1779  0.0001  0.0012  0.0001
Si  1.3713  4.1109  9.527  -0.0004  0.0003  0.0001
Si  4.1028  1.3844  9.5065  -0.0002  0.0004  0.0004
Si  1.3623  9.5241  9.5133  0.0003  0.0012  0.0002
Si  4.0821  6.8084  9.5173  0  0.0013  0.0001
Si  6.8005  4.0907  9.5223  0.0006  0.0011  0.0003
Si  9.5079  1.3744  9.5186  -0.0001  0.0011  0
Si  6.822  9.5545  9.5325  -0.0003  0  0.0003
Si  9.5514  6.829  9.5123  0  0.0003  0.0003
Si  -0.0219  -0.0093  10.8458  -0.0003  0.0008  -0.0001
Si  2.7521  2.757  10.8593  -0.0003  0.0002  0.0006
Si  0.0176  5.4809  10.8916  0.0002  -0.0007  0.0004
Si  2.7214  8.1665  10.8784  0.0005  0.0009  0.0007
Si  5.469  0.0468  10.8821  0.0001  -0.0009  0.0008
Si  8.1594  2.745  10.891  0.0004  0.0006  0.0005
Si  5.4544  5.4636  10.8741  0  0.0009  0.0005
Si  8.207  8.2019  10.8715  -0.0008  -0.0002  0.0005
Si  1.3464  1.3759  12.1257  -0.0015  0.0004  -0.0003
Si  4.1031  4.1161  12.2491  0.0001  0.0004  -0.0005
Si  1.3654  6.8362  12.2879  0.0003  -0.0001  0.0006
Si  4.1066  9.5432  12.183  0.0003  0.0003  0.0013
Si  6.8195  1.3968  12.2904  0.0003  0.0003  0.0009
Si  9.5145  4.1327  12.2232  0.0007  -0.0004  -0.0014
Si  6.8457  6.8333  12.1908  -0.0005  0.0011  -0.0002
Si  9.5403  9.5488  12.2808  -0.0002  0.0007  0.0003
Si  -0.0001  2.7209  13.4822  0.0003  0.0006  0.0008
Si  2.6922  0.0178  13.4533  0  0.0015  -0.0006
Si  -0.004  8.1917  13.6749  -0.0011  0.0006  0.0008
Si  2.7569  5.4748  13.6219  0.0003  -0.0003  -0.0019
Si  5.4632  2.7898  13.6402  -0.001  0.0012  -0.0023
Si  8.1885  0.0284  13.6562  0.0007  -0.0003  -0.0008
Si  5.5148  8.2119  13.5202  -0.0002  -0.0019  -0.0011
Si  8.178  5.5162  13.6058  -0.001  0.0004  -0.0009
Si  1.3413  4.0515  14.8523  0.0014  0.0006  0.0009
Si  4.015  1.3662  14.815  -0.0004  0.0016  0.0036
Si  1.3927  9.6081  14.9275  -0.0023  -0.0014  0.0049
Si  4.1816  6.8746  14.8946  -0.0008  0  0.0036
Si  6.8199  4.19  15.0114  -0.0016  -0.0001  0.0049
Si  9.5712  1.4265  14.9507  -0.0012  -0.0017  0.002
Si  6.8255  9.5343  14.9927  0.0017  0.0029  0.0046
Si  9.5048  6.8551  15.0699  0.0021  0.0027  0.0058
Si  0.2672  0.2962  16.2738  0.0098  0.0098  -0.0477
Si  2.4728  2.4852  16.1743  -0.0114  -0.0108  -0.049
Si  -0.1961  5.1636  16.2018  -0.0129  -0.0063  -0.0446
Si  3.0432  8.4736  16.1407  0.0046  0.0094  -0.0395
Si  5.1582  -0.1666  16.1276  -0.0081  -0.0128  -0.0471
Si  8.4357  3.0249  16.2516  0.0086  0.0102  -0.0492
Si  5.6979  5.8082  16.3513  0.0114  0.0092  -0.0504
Si  7.9387  8.0278  16.4597  -0.0116  -0.0127  -0.0521
Si  3.7007  -15.2529  28.9504  0.0092  0.0019  -0.1095
Si  2.1555  -2.3771  30.6076  -0.0068  0.0045  -0.1388
Si  17.545  1.0066  21.1556  0.0115  -0.0051  -0.1531
Si  2.4568  22.1283  24.2286  -0.0093  -0.0115  -0.1274
Si  -4.2108  -1.6959  31.6811  0  -0.0027  -0.1326
Si  1.9836  5.743  23.369  -0.0039  -0.0137  -0.1206
Si  -6.6359  14.8145  18.4126  0.0068  0.003  -0.1299
Si  14.0953  11.1566  29.5608  0.0018  0.0075  -0.1217
Si  -19.7348  1.4357  26.9898  -0.0229  -0.0128  -0.168
Si  -15.7462  -3.0886  27.699  0.0135  0.0037  -0.1515
Si  10.9741  3.9512  22.0688  0.0181  0.0218  -0.1094
Si  12.0331  3.712  31.4674  0.0058  -0.016  -0.1319
Si  6.3322  6.4184  30.1447  -0.0122  0.0067  -0.1256
Si  -16.4334  24.1685  29.5633  0.004  -0.001  -0.1271
Si  26.2021  4.5475  24.0075  -0.0145  0.0061  -0.1023
Si  2.7089  -6.9795  28.7543  0.009  -0.0194  -0.1343
Si  -14.1922  -11.7609  29.0295  0.0076  0.0132  -0.1342
Si  29.3441  -2.9936  25.1579  0.0149  0.0024  -0.1594
Si  6.2978  24.3613  24.8135  -0.0131  0.0273  -0.1442
Si  10.0851  9.687  21.6721  -0.0111  -0.006  -0.1658
Si  -11.8184  9.2808  18.4896  0  -0.0086  -0.146
Si  -14.2864  23.6254  27.4888  0.0182  0.0107  -0.1627
Si  -4.1478  -6.8834  31.6951  -0.0161  -0.0083  -0.1216
Si  -3.5536  19.9525  22.5629  0.0104  0.0204  -0.1256
Si  6.4782  12.6202  18.3281  -0.0011  0.0116  -0.1383
Si  2.2334  5.2069  20.4693  0.0226  0.0149  -0.1565
Si  20.9545  41.9617  26.1526  -0.0082  -0.0147  -0.1568
Si  23.0383  6.9894  18.2295  0.0022  0.0124  -0.1137
Si  -0.3444  9.6217  29.1212  -0.0164  -0.0148  -0.1426
Si  12.141  -2.1233  23.7704  0.0061  -0.0194  -0.1294
Si  -6.3811  1.8901  22.6892  0.0179  -0.0067  -0.1167
Si  -22.0273  12.1912  23.2583  -0.0016  -0.0014  -0.1335
Si  -11.8916  23.1924  26.0371  -0.0029  0.0052  -0.1418
Si  6.6282  6.3111  22.9425  -0.008  -0.0055  -0.1049
Si  22.3676  0.9347  30.8891  0.0111  -0.0068  -0.1323
Si  18.7446  3.6681  22.4674  0.0124  -0.014  -0.1115
O  5.5694  9.9811  -1.1012  -0.022  0.0268  0.0644
O  -15.74  -8.1378  -2.6856  0.0252  0.0273  0.0782
O  -2.0185  8.1987  -7.5787  0.0138  0.0099  0.0585
O  0.3531  4.9135  -1.4244  -0.0221  0.0281  0.0635
O  -9.0447  6.5322  -14.0061  0.0069  -0.0263  0.0738
O  -27.9513  0.8843  -4.0894  -0.002  -0.0015  0.0387
O  0.4745  12.256  -6.9953  0.0336  0.0031  0.0617
O  2.3868  14.1442  -1.2379  0.0253  -0.0161  0.0709
O  4.3216  3.4983  -10.9056  0.0036  0.0084  0.0495
O  4.0855  3.3391  -4.3156  0.0098  -0.0037  0.0454
O  13.4937  9.6305  -9.5453  0.0046  0.0125  0.0433
O  17.7646  17.684  -4.9888  0.0011  -0.0207  0.0815
O  4.0853  6.7447  -0.3825  0.0007  -0.0021  0.0307
O  41.6436  9.2084  -4.4317  -0.004  0.0008  0.0471
O  9.528  6.7386  -0.4813  0.0015  -0.0012  0.0213
O  7.761  13.2531  -16.072  -0.0271  -0.0192  0.0645
O  7.0154  0.8913  19.5913  0.0012  -0.017  0.1092
O  10.8947  -1.5733  27.5567  0.0147  0.0086  0.1141
O  -1.0949  1.9477  24.489  -0.0118  -0.0047  0.0965
O  -16.1212  4.7026  32.6461  -0.0228  0.0223  0.0679
O  -7.7303  11.9836  22.997  -0.0225  -0.0142  0.0586
O  -4.0768  17.7901  16.9005  0.0003  0.0008  0.0219
O  14.9902  -1.2891  16.6965  -0.0005  0.0003  0.0231
O  0.586  -1.781  22.3011  0.0271  -0.0083  0.0771
O  0.1348  13.3385  31.2301  -0.0005  0.0157  0.0441
O  18.1209  -1.7198  24.1864  0.0009  -0.0189  0.0892
O  13.6161  5.7015  21.922  -0.003  0.0082  0.0985
O  7.6981  6.6126  24.1505  0.0115  0.0217  0.0743
O  4.9101  5.2034  17.6514  -0.0229  -0.0263  0.062
O  13.3559  7.6899  17.4366  -0.0332  -0.021  0.0588
O  -2.3367  8.7601  17.8146  0.0283  0.0198  0.0641
O  1.3823  1.4018  16.7613  -0.0015  0.0004  0.025
O  -3.9807  10.4563  21.8611  0.0048  -0.0323  0.0552
O  3.0105  16.2359  28.0897  0.0015  0.0045  0.0485
O  -14.5386  16.0951  30.7147  0.0052  -0.0248  0.056
O  -8.6423  -7.9608  27.5626  0.0168  0.0357  0.0767
O  0.3685  -0.0131  32.1942  -0.0162  -0.0102  0.0943
O  20.73  0.3008  22.2668  0.0142  0.028  0.0607
O  -4.4027  -1.6022  28.107  0.0094  0.0134  0.0601
O  24.3405  33.0172  28.0704  0.0231  -0.0222  0.0958
O  17.9728  5.0402  22.0383  -0.004  0.0101  0.0446
O  -12.3685  1.3332  33.361  -0.0054  0.0035  0.0305
O  -14.2809  3.3745  24.0316  -0.0207  -0.0172  0.0759
O  0.6857  5.6859  17.4703  0.0216  0.0236  0.0614
O  0.4798  2.4239  22.3775  -0.0063  -0.0277  0.0514
O  -16.9631  5.9017  29.955  0.0206  -0.0059  0.0508
O  16.5029  12.3976  23.8122  0.0159  0.0079  0.0688
O  -11.2871  21.4225  17.6141  -0.021  -0.0324  0.0681
O  -1.513  -6.8766  22.065  -0.0124  -0.0074  0.033
O  9.3787  10.7583  25.9724  0.0007  -0.0064  0.0521
O  -6.443  7.5782  27.9673  -0.0205  -0.0163  0.0565
O  -1.3177  -6.7876  16.7649  -0.0004  -0.0005  0.0257
O  -9.1621  7.2426  23.8046  -0.0046  0.0233  0.0424
O  2.2722  -2.5159  32.215  0.0151  -0.0148  0.1043
O  26.982  -4.994  23.5834  -0.0059  -0.0059  0.0382
O  22.649  11.3635  24.0214  0.0197  -0.0071  0.0545
O  41.6228  13.2481  26.9927  -0.0212  0.0018  0.0588
O  40.143  13.1866  21.6933  0.0077  0.031  0.0594
O  -5.4325  13.7958  18.7773  0.0023  -0.005  0.0502
O  7.9844  -18.3835  32.4975  0.0242  -0.0197  0.0635
O  22.3628  4.9443  23.2416  0.0046  0.0111  0.0491
O  -4.3908  7.7228  22.1201  0.0044  -0.0102  0.0472
O  21.9477  19.8247  24.9494  -0.0414  0.0122  0.0917
O  -21.9528  22.0706  29.5984  0.0146  0.026  0.0686
O  -5.6955  -7.1558  25.188  0.01  -0.012  0.0563
O  7.8333  11.4126  28.311  -0.005  -0.0362  0.0646
O  -4.6691  -14.0186  31.0653  0.0053  0.0296  0.0636
O  -12.8986  8.7507  22.1766  -0.022  -0.0065  0.0526
O  0.8641  4.3402  20.6936  -0.0284  -0.018  0.0688
O  2.8575  22.851  25.6203  -0.0084  0.0245  0.1053
O  6.7045  -9.1827  26.0822  0.0227  -0.0212  0.1057
O  -9.2117  4.1221  29.9891  -0.0332  -0.0019  0.0926
O  15.9653  34.035  21.2782  -0.0222  0.0097  0.071
O  -10.2534  -2.0777  30.1183  0.028  -0.0104  0.0574
O  -15.2864  13.5777  28.4384  -0.0394  0.0083  0.0826
O  20.8544  9.7269  20.0477  0.0063  0.0092  0.1221
O  3.2028  3.1848  17.4397  0.0258  0.0223  0.0639
O  13.8266  4.99  24.4384  0.0106  -0.0062  0.047
O  7.0252  10.2386  30.5132  -0.0199  -0.0154  0.0937
O  -13.7817  -2.0369  32.5415  0.0253  -0.0216  0.0662
O  -8.7066  -9.8302  30.5403  -0.028  0.0101  0.0593
O  24.3279  7.1525  29.8653  -0.0178  0.0198  0.0562
O  -16.0442  11.5583  17.3859  0.0197  0.0297  0.0666
O  14.3101  4.4017  19.7166  -0.0389  0.0176  0.0821
O  3.2124  9.6302  30.0731  -0.0077  -0.0185  0.0465
O  4.0674  12.193  33.1914  0.0007  0.0003  0.03
O  6.3352  7.5663  26.1434  -0.0382  0.0003  0.1061
O  -10.8195  8.0356  18.3757  0.0004  0.0133  0.0399

Results
free energy: -139742.038 eV
free energy less fixed offsets of O -570.45, Si -639.56 eV per atom: -4.038 eV

The program warned: the cutoff lies below the one the program advises for these potential files; the forces do not sum to zero within the program's tolerance; empty levels may hold ghost states of the PAW files; the exchange-correlation potential is rough where the density is thin.
